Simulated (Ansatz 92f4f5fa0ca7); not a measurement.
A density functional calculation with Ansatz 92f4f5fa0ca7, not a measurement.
Periodic cell of 288 atoms, Si196O92, from a study of silicon, its oxide and their interface. The atomic structure is a simulated model.
Doubt: the cutoff is far below the 930 eV that the study's wrapper takes by default for these files, so forces and energies are approximate.

Settings: functional PBE; potential files Ansatz PAW; basis plane waves; wave-function cutoff 580 eV; density cutoff ratio 5; exchange-correlation grid ratio 1; k mesh 1 x 1 x 1, Gamma-centred; self-consistency stop 5e-08 eV per atom in the density residual; occupations fixed; spin none; net charge 0.

Cell vectors (angstrom)
a  11.6015  0  0
b  0  10.938  0
c  0  0  40.6024

Atoms: element, x, y, z (angstrom)
Si  0  0  0.9665
Si  3.8672  0  0.9665
Si  7.7343  0  0.9665
Si  1.9336  1.3673  0.9665
Si  5.8008  1.3673  0.9665
Si  9.6679  1.3673  0.9665
Si  0  5.469  0.9665
Si  3.8672  5.469  0.9665
Si  7.7343  5.469  0.9665
Si  1.9336  6.8362  0.9665
Si  5.8008  6.8362  0.9665
Si  9.6679  6.8362  0.9665
Si  1.9336  2.7345  39.6354
Si  5.8008  2.7345  39.6354
Si  9.6679  2.7345  39.6354
Si  0  4.1018  39.6354
Si  3.8672  4.1018  39.6354
Si  7.7343  4.1018  39.6354
Si  1.9336  8.2035  39.6354
Si  5.8008  8.2035  39.6354
Si  9.6679  8.2035  39.6354
Si  0  9.5708  39.6354
Si  3.8672  9.5708  39.6354
Si  7.7343  9.5708  39.6354
Si  0  0  4.8337
Si  3.8672  0  4.8337
Si  7.7343  0  4.8337
Si  1.9336  1.3673  4.8337
Si  5.8008  1.3673  4.8337
Si  9.6679  1.3673  4.8337
Si  0  5.469  4.8337
Si  3.8672  5.469  4.8337
Si  7.7343  5.469  4.8337
Si  1.9336  6.8362  4.8337
Si  5.8008  6.8362  4.8337
Si  9.6679  6.8362  4.8337
Si  1.9336  2.7345  2.9001
Si  5.8008  2.7345  2.9001
Si  9.6679  2.7345  2.9001
Si  0  4.1018  2.9001
Si  3.8672  4.1018  2.9001
Si  7.7343  4.1018  2.9001
Si  1.9336  8.2035  2.9001
Si  5.8008  8.2035  2.9001
Si  9.6679  8.2035  2.9001
Si  0  9.5708  2.9001
Si  3.8672  9.5708  2.9001
Si  7.7343  9.5708  2.9001
Si  -0.1324  -0.0895  30.1816
Si  3.8361  0.0312  30.1351
Si  7.6597  0.0047  29.8301
Si  1.812  1.1462  29.993
Si  5.6444  1.4355  29.6788
Si  9.6337  1.276  29.8477
Si  0.2783  5.3783  30.1108
Si  4.0336  5.7169  29.8649
Si  7.8254  5.5638  29.8477
Si  1.9721  6.9409  30.0287
Si  5.976  6.9929  29.996
Si  9.9  6.6667  30.0821
Si  1.9845  2.7207  31.7666
Si  5.8096  2.7191  31.7024
Si  9.6573  2.7136  31.7424
Si  0.0338  3.9975  31.9267
Si  3.9152  4.1791  31.7457
Si  7.7393  4.1133  31.7394
Si  1.9955  8.2247  31.9868
Si  5.8765  8.2668  31.9449
Si  9.6577  8.1456  31.9535
Si  -0.0081  9.5053  32.0552
Si  3.9226  9.6117  32.0312
Si  7.7688  9.6782  31.8778
Si  0.0185  0.0372  33.894
Si  3.9012  0.0331  33.9228
Si  7.7513  0.0292  33.8502
Si  1.9723  1.3976  33.7966
Si  5.8208  1.4145  33.7707
Si  9.6759  1.4059  33.7809
Si  0.0039  5.4307  33.8382
Si  3.8895  5.4355  33.7965
Si  7.7394  5.4172  33.7792
Si  1.9533  6.8053  33.8639
Si  5.8254  6.8223  33.8311
Si  9.6584  6.8004  33.8767
Si  1.9445  2.7355  35.7603
Si  5.8131  2.7349  35.7483
Si  9.6739  2.7358  35.7544
Si  0.0081  4.0951  35.7817
Si  3.8804  4.0981  35.7578
Si  7.7398  4.0997  35.7563
Si  1.9415  8.1984  35.7796
Si  5.8157  8.1932  35.7689
Si  9.6709  8.2042  35.7802
Si  0.0081  9.5704  35.791
Si  3.8818  9.5587  35.8019
Si  7.74  9.5755  35.7688
Si  0  0  37.7018
Si  3.8672  0  37.7018
Si  7.7343  0  37.7018
Si  1.9336  1.3673  37.7018
Si  5.8008  1.3673  37.7018
Si  9.6679  1.3673  37.7018
Si  0  5.469  37.7018
Si  3.8672  5.469  37.7018
Si  7.7343  5.469  37.7018
Si  1.9336  6.8362  37.7018
Si  5.8008  6.8362  37.7018
Si  9.6679  6.8362  37.7018
Si  1.9362  2.7389  6.7548
Si  5.7828  2.7171  6.7917
Si  9.6533  2.7491  6.736
Si  -0.0054  4.0959  6.7448
Si  3.87  4.1031  6.7692
Si  7.7054  4.0952  6.7584
Si  1.9394  8.2103  6.7456
Si  5.7886  8.2026  6.7823
Si  9.644  8.2172  6.7376
Si  -0.0023  9.556  6.7318
Si  3.8644  9.5835  6.794
Si  7.7103  9.5757  6.7636
Si  0.0056  -0.0046  8.6409
Si  3.8444  -0.0196  8.7781
Si  7.7007  0.0213  8.6849
Si  1.9336  1.387  8.6986
Si  5.7568  1.3782  8.7696
Si  9.6635  1.3443  8.6247
Si  -0.0339  5.5074  8.636
Si  3.8889  5.4675  8.7093
Si  7.6816  5.4315  8.713
Si  1.947  6.8205  8.6504
Si  5.7945  6.8722  8.756
Si  9.5991  6.8295  8.6418
Si  1.9288  2.8636  10.5673
Si  5.7044  2.6334  10.8257
Si  9.6707  2.6734  10.5504
Si  -0.0554  4.1728  10.5735
Si  3.9055  4.2006  10.7175
Si  7.6813  3.9649  10.609
Si  1.9567  8.1388  10.6019
Si  5.8179  8.2271  10.7534
Si  9.5767  8.2031  10.5529
Si  -0.0178  9.4466  10.4714
Si  3.839  9.6092  10.8069
Si  7.6831  9.717  10.6947
Si  0.0035  -0.1102  12.3143
Si  3.6022  0.0545  12.8047
Si  7.6135  0.1941  12.7117
Si  1.7444  1.4397  12.3988
Si  5.5602  1.4319  12.9509
Si  9.7034  1.2616  12.4514
Si  -0.0269  5.5325  12.5231
Si  3.9815  5.6262  12.6626
Si  7.8283  5.2623  12.5171
Si  1.9468  6.7942  12.5462
Si  6.0571  6.8276  12.6898
Si  9.5865  6.7988  12.4371
O  9.2618  7.8625  13.6919
O  12.9187  -3.0713  28.774
O  14.9311  5.8377  18.0265
O  2.997  10.1371  14.1658
O  10.169  2.2043  13.7393
O  17.8128  4.7081  15.5467
O  1.2915  2.293  13.7869
O  11.3831  -13.4823  26.5723
O  8.804  5.5787  15.8735
O  11.133  6.9878  24.3448
O  5.3924  2.451  14.3192
O  1.8649  7.7502  13.9076
O  4.9435  11.9293  24.4061
O  7.1304  -1.6877  26.3433
O  9.5858  5.1961  26.3694
O  6.0601  0.2222  22.1185
O  -4.5672  16.4158  25.6954
O  -1.3227  7.6361  28.7918
O  9.8874  1.8667  28.2732
O  7.7396  4.8316  28.2977
O  7.085  -19.6772  23.6488
O  4.4902  4.9591  28.4376
O  3.8441  9.8406  28.9158
O  13.4925  10.0886  27.0756
Si  30.5267  -13.3689  27.7889
Si  0.2629  8.2309  16.9766
Si  13.0864  -10.1976  26.8893
Si  8.2616  -11.8676  25.4469
Si  10.9658  -13.4093  25.0107
Si  -4.86  -6.5729  20.171
Si  28.2235  21.9632  20.8814
Si  11.4889  13.9157  14.2836
Si  0.354  -8.8172  19.9284
Si  14.7257  -17.626  17.6022
Si  17.2213  6.1431  22.2205
Si  12.9164  -6.3207  21.1579
Si  -3.486  5.6515  26.9176
Si  -3.7963  -7.9866  22.4197
Si  9.9412  6.0405  16.9362
Si  -3.7961  -6.5732  15.4407
Si  3.4003  -1.4178  27.4111
Si  14.6686  -4.0003  26.0119
Si  9.0051  8.5962  17.4535
Si  4.3921  3.6046  27.5186
Si  13.2275  -1.6697  14.4393
Si  3.465  8.3214  21.3726
Si  1.4765  -6.4546  27.2187
Si  21.6478  -9.5588  26.7208
Si  14.7114  2.5283  20.3083
Si  -0.5583  -5.1285  23.2402
Si  30.5136  -0.1309  18.9648
Si  -5.2542  0.7474  23.6179
Si  8.3828  5.7489  21.9375
Si  4.9052  3.8417  15.0546
Si  1.9632  -12.9094  23.8016
Si  -0.082  -2.4566  28.192
Si  0.1205  -7.3416  17.2448
Si  9.2792  12.4641  20.3667
Si  22.0679  -6.8737  25.5956
Si  7.7362  -19.2089  18.0156
Si  -3.6375  8.549  14.4181
Si  15.2959  22.1117  25.0973
Si  -6.0772  -16.7429  25.1736
Si  13.8926  -4.2288  18.9737
O  15.069  -3.0037  27.2155
O  -3.7856  -0.8164  14.0285
O  -4.1979  -11.2551  24.2249
O  3.9468  -6.2632  14.0393
O  12.3132  4.6447  28.651
O  -0.2654  -0.9293  28.7313
O  23.3586  -7.4197  20.7808
O  -7.2537  -22.5512  26.2957
O  19.7913  4.4447  22.9129
O  22.7383  -3.9988  16.2352
O  -2.4859  -8.7755  21.8602
O  -6.5057  -19.5289  28.3061
O  9.7016  13.5697  25.7258
O  7.1536  -4.1565  22.3075
O  10.6454  4.4447  24.0288
O  6.6719  3.7972  18.6345
O  24.4051  7.6314  18.174
O  0.8448  16.4239  22.4581
O  -2.6216  11.1527  26.355
O  25.7657  1.25  25.7335
O  -7.068  7.3523  22.1727
O  -3.3841  7.2168  27.3419
O  7.9395  -1.2953  28.7867
O  11.4951  -6.38  13.8818
O  14.9687  -7.6815  18.8733
O  13.0673  -27.1671  19.9045
O  6.5682  -3.1826  14.0335
O  16.6786  14.7325  26.018
O  -7.2618  -9.3739  20.7065
O  13.561  -5.0506  26.5458
O  7.9727  9.4639  18.3434
O  -0.041  -10.0745  26.3537
O  14.5596  -0.694  23.9741
O  14.3148  -7.1894  21.3719
O  19.8974  -2.4065  16.0027
O  12.0279  -1.535  24.1678
O  10.5727  -1.7706  17.4636
O  14.7673  -3.237  19.9084
O  1.8289  -9.4287  20.2099
O  3.9718  -1.0949  21.1958
O  9.1785  -3.8954  18.0075
O  6.7871  3.0375  21.1341
O  25.2972  -24.3907  22.268
O  14.0191  7.7482  24.7706
O  -10.3614  -1.823  16.0268
O  -2.6316  2.5768  19.1175
O  9.895  17.2294  22.1569
O  11.9196  -0.9771  13.7256
O  30.3865  12.0595  17.8988
O  1.6539  12.4182  28.3378
O  -0.7743  -20.8479  20.3109
O  13.1902  -17.6217  17.0603
O  14.3757  -7.428  27.2685
O  -2.16  -1.9044  24.8439
O  19.8929  11.1986  20.2036
O  11.7987  -19.4409  18.3524
O  8.1245  -7.8075  16.4946
O  4.0676  -7.293  16.4365
O  31.3348  -5.7036  20.3907
O  17.0448  5.1259  23.5214
O  4.4654  -15.5821  25.5505
O  5.8217  -0.4022  19.5434
O  -0.286  -19.0209  15.8816
O  -6.0807  -5.645  20.7899
O  0.3504  3.8653  26.2223
O  22.2333  -6.1853  17.6556
O  19.6445  15.1325  13.8284
O  6.0133  7.9025  28.5572

Results
free energy: -176914.058 eV
free energy less fixed offsets of O -568.88, Si -635.61 eV per atom: 2.462 eV

Forces (eV/angstrom), in the order of the atoms: element, x, y, z
Si  -0.0008  0.0068  -0.0087
Si  -0.0028  0.0385  0.009
Si  0.0062  0.0402  -0.0063
Si  -0.0062  -0.0482  0.0015
Si  0.0019  -0.0811  0.0101
Si  0.0057  -0.0375  -0.0087
Si  0.0008  0.0294  0.0031
Si  -0.0077  0.0528  0.006
Si  0.0054  0.0501  0.0022
Si  -0.007  -0.0275  -0.0097
Si  -0.0012  -0.0479  -0.0039
Si  0.0056  -0.0136  -0.0093
Si  0.0017  0.0494  -0.0124
Si  0.0011  0.076  -0.0213
Si  0.0056  0.0451  -0.0144
Si  -0.0012  -0.0191  0.0031
Si  -0.0012  -0.045  -0.0105
Si  0.0104  -0.0503  -0.0225
Si  0.0044  0.0238  0.0117
Si  -0.0016  0.0422  -0.0019
Si  0.0075  0.0071  0.0085
Si  0.0039  0.0003  0.025
Si  -0.0051  -0.0037  0.0316
Si  0.0082  -0.0387  0.0034
Si  -0.0073  0.057  -0.1612
Si  0.0254  0.0602  0.1281
Si  -0.0469  0.0888  -0.0163
Si  0.0183  -0.0516  -0.063
Si  -0.0202  -0.1135  0.1068
Si  -0.0272  -0.0532  -0.1462
Si  0.0173  0.0781  -0.0999
Si  0.0128  0.055  0.0085
Si  -0.0531  0.0551  -0.0153
Si  0.0367  -0.0729  -0.0967
Si  -0.0297  -0.0297  0.0881
Si  -0.0319  -0.0481  -0.1247
Si  -0.0052  0.0265  -0.017
Si  -0.006  0.0935  0.0251
Si  0.0042  0.0032  -0.0234
Si  -0.0096  -0.0113  -0.0205
Si  -0.0017  -0.046  0.0081
Si  0.0011  -0.033  -0.0063
Si  -0.0042  0.0136  -0.0117
Si  -0.0021  0.0533  0.0178
Si  -0.003  -0.01  -0.0261
Si  -0.0004  0.0152  -0.0256
Si  -0.0137  -0.0607  0.0241
Si  0.0046  -0.0385  0.0063
Si  -0.1066  -0.4922  -0.2262
Si  0.0961  -0.3464  0.0023
Si  0.133  -0.4128  -0.3021
Si  -0.0417  0.1622  -0.5945
Si  -0.394  0.3915  -0.4031
Si  -0.0888  0.246  -0.5193
Si  0.1088  -0.2402  -0.2271
Si  0.2575  -0.1351  -0.2763
Si  0.2104  -0.3475  -0.4366
Si  -0.4063  0.3065  -0.1402
Si  -0.2841  0.4968  -0.3895
Si  0.1057  0.278  -0.154
Si  0.0863  0.1239  0.3426
Si  0.0897  0.2948  0.2235
Si  -0.1144  0.1384  0.256
Si  0.0444  -0.1577  0.1663
Si  -0.2389  -0.1531  0.083
Si  0.0805  -0.1219  0.232
Si  0.134  0.2891  0.099
Si  0.0094  0.3236  0.1987
Si  0.0863  0.1931  0.0114
Si  -0.0229  -0.3332  0.1096
Si  -0.0035  -0.2177  0.1775
Si  -0.0988  -0.2263  0.3271
Si  -0.0171  0.1119  -0.2096
Si  0.0174  0.1599  -0.117
Si  0.0687  0.1748  -0.1668
Si  0.039  -0.1518  -0.1411
Si  0.003  -0.1018  -0.1133
Si  -0.0277  -0.1371  -0.0707
Si  0.0394  0.1954  -0.1434
Si  0.0182  0.1408  -0.1145
Si  -0.0537  0.1094  -0.0496
Si  -0.0133  -0.174  -0.1107
Si  0.0305  -0.0924  -0.1004
Si  -0.0837  -0.1066  -0.0691
Si  0.0009  0.0789  -0.0945
Si  0.0203  0.0605  -0.0058
Si  0.0042  0.0605  -0.0645
Si  -0.0167  -0.055  -0.0071
Si  0.0304  -0.0248  -0.0135
Si  -0.0125  -0.0387  -0.0452
Si  0.015  0.0324  -0.0605
Si  0.0009  0.0149  -0.0374
Si  -0.0078  -0.0103  -0.0376
Si  -0.0016  -0.0279  -0.0567
Si  0.0318  -0.0288  -0.0392
Si  -0.0234  -0.0289  -0.02
Si  0.0012  0.0501  0.1655
Si  0.0192  0.0409  0.1982
Si  -0.0033  0.0493  0.0324
Si  0.0191  -0.0756  -0.0925
Si  0.0053  -0.0791  -0.1709
Si  -0.0051  -0.0629  -0.1336
Si  0.0126  0.0753  0.0212
Si  0.0187  0.0495  -0.1088
Si  0.0049  0.0597  -0.1166
Si  0.0045  -0.0698  0.1054
Si  0.033  -0.0747  0.0438
Si  -0.0096  -0.0251  0.1057
Si  0.0177  -0.0057  0.0668
Si  -0.0288  0.0614  0.0182
Si  -0.002  0.0027  0.0545
Si  -0.0173  -0.0182  0.0435
Si  0.0546  -0.017  0.0365
Si  -0.0318  -0.0239  0.0738
Si  0.0251  0.0146  0.0294
Si  0.0165  -0.0004  0.047
Si  -0.0395  0.0018  0.0639
Si  0.0288  -0.0021  0.0774
Si  -0.0183  -0.0215  0.0494
Si  -0.0307  -0.0138  -0.0078
Si  -0.0279  0.0563  0.0212
Si  0.0923  0.0725  0.049
Si  -0.0124  0.121  0.1386
Si  0.0282  -0.0301  0.0273
Si  -0.0349  -0.1733  0.1127
Si  -0.0027  -0.0797  0.0358
Si  0.0161  0.1071  0.1595
Si  -0.0001  0.1105  0.0311
Si  -0.0211  0.0306  0.0202
Si  0.0419  -0.1278  0.1137
Si  -0.0357  -0.0219  0.0095
Si  -0.0273  -0.0653  0.0449
Si  -0.0597  0.1873  0.0173
Si  -0.0042  0.2921  -0.3064
Si  -0.0469  0.184  -0.0495
Si  0.0095  -0.2207  -0.0919
Si  -0.0031  -0.1725  -0.1789
Si  0.0738  -0.2066  -0.1283
Si  -0.0455  0.2379  -0.0974
Si  0.0286  0.2111  -0.1542
Si  0.0276  0.196  -0.1178
Si  0.0115  -0.1539  0.0012
Si  0.016  -0.2272  -0.1454
Si  -0.015  -0.2689  -0.0127
Si  -0.05  -0.4386  0.0537
Si  -0.4138  -0.2122  0.3394
Si  0.2153  -0.4325  0.2265
Si  -0.137  0.3658  0.0866
Si  0.0113  0.3218  0.5414
Si  0.0203  0.2736  0.0716
Si  -0.0262  -0.3204  0.2411
Si  0.0781  -0.1933  0.3319
Si  0.107  -0.391  0.1514
Si  0.0296  0.3532  0.1666
Si  0.0486  0.2375  0.3111
Si  0.089  0.3641  0.1971
O  0.0487  -0.0071  -0.1969
O  0.3439  -0.1277  0.2631
O  0.0636  -0.0892  -0.0514
O  0.4492  0.2647  -0.3954
O  -0.1822  -0.0069  -0.1637
O  -0.0007  0.085  -0.1621
O  0.1599  -0.0729  -0.1345
O  0.0187  -0.0519  0.4909
O  -0.1665  -0.1348  -0.2794
O  0.0368  -0.0035  0.1096
O  0.0951  -0.4767  -0.5508
O  0.0445  -0.1253  -0.1873
O  -0.0379  0.0194  0.0729
O  -0.0816  -0.1443  0.4129
O  -0.1888  0.1699  0.2607
O  -0.0525  -0.0685  -0.1249
O  0.1353  0.0597  0.2592
O  -0.234  -0.1354  0.1787
O  -0.0745  -0.0498  0.664
O  -0.0735  -0.0008  0.5373
O  -0.0157  0.0204  -0.0149
O  0.079  0.043  0.2761
O  0.1675  -0.0562  0.1529
O  0.0355  -0.0129  0.2064
Si  -0.1994  0.0051  -0.5682
Si  -0.2839  -0.1615  0.3079
Si  0.0671  -0.0583  -0.2498
Si  0.1812  0.0689  -0.3592
Si  0.0138  0.0989  -0.4155
Si  0.0744  0.01  0.0776
Si  0.1584  -0.0073  0.1341
Si  0.0961  -0.0489  0.2754
Si  -0.0718  0.016  -0.0557
Si  -0.3176  0.1802  0.2565
Si  0.0481  0.0335  0.036
Si  -0.0933  0.125  0.0138
Si  0.0663  -0.1377  -0.549
Si  0.0155  -0.0365  0.0162
Si  0.1832  0.1515  0.4834
Si  0.1543  0.2018  0.4231
Si  -0.1113  0.209  -0.5599
Si  -0.0678  0.0562  -0.4412
Si  0.3435  -0.1156  0.4023
Si  -0.0976  0.2183  -0.5048
Si  -0.3987  0.0049  0.3954
Si  -0.1679  -0.1823  0.0751
Si  -0.23  0.1392  -0.4933
Si  0.0565  -0.025  -0.5636
Si  -0.0749  0.0531  -0.016
Si  -0.0529  0.0942  -0.074
Si  0.1354  -0.0578  -0.0234
Si  0.0386  -0.0481  0.1092
Si  0.1946  0.1078  -0.0581
Si  -0.0726  0.1379  0.4196
Si  -0.1043  0.0608  -0.0168
Si  0.0406  0.0325  -0.4095
Si  0.1142  0.2501  0.3686
Si  -0.0572  -0.022  0.1056
Si  -0.1305  -0.1631  -0.1348
Si  0.0469  -0.1414  0.2757
Si  0.2663  -0.2013  0.4476
Si  -0.0929  -0.1107  -0.1586
Si  -0.0646  0.1677  -0.1543
Si  -0.18  -0.025  0.0118
O  0.0964  -0.1055  0.2191
O  -0.1482  0.2335  -0.2952
O  -0.036  -0.0415  0.0551
O  -0.0466  0.138  -0.3039
O  -0.1013  0.0148  0.3841
O  0.0387  0.1458  0.1557
O  0.026  -0.0639  -0.0211
O  0.0024  -0.0138  0.2587
O  -0.0351  -0.0161  0.064
O  0.024  -0.0349  -0.2264
O  0.007  0.0047  -0.0413
O  0.3111  -0.4232  0.542
O  0.0032  -0.051  0.1477
O  -0.0163  -0.0397  0.0027
O  0.0131  -0.0122  0.0445
O  -0.0145  -0.0327  -0.0832
O  0.0605  0.0032  -0.0225
O  0.0558  -0.0217  0.0228
O  -0.0309  0.0211  0.2189
O  -0.0585  -0.0129  0.2119
O  0.0333  0.0154  -0.0117
O  0.1074  0.1059  0.1777
O  0.1183  0.3404  0.2508
O  -0.0367  0.1507  -0.1982
O  0.0896  -0.0058  -0.059
O  0.0408  0.0082  0.019
O  -0.2502  -0.1899  -0.3624
O  -0.0878  -0.1883  0.4364
O  0.0256  -0.0122  -0.0033
O  -0.0444  -0.0676  0.2497
O  -0.082  0.0722  0.0089
O  0.0269  0.0463  0.2364
O  0.0594  0.0417  0.0569
O  0.0235  -0.09  -0.0151
O  -0.2177  0.0442  -0.4787
O  0.0104  -0.0442  0.0758
O  -0.036  -0.02  -0.1047
O  0.1045  0.0447  0.0148
O  0.041  0.0279  0.0295
O  0.0061  0.1046  -0.0469
O  -0.0642  0.0126  -0.2055
O  -0.0454  0.007  -0.0429
O  0.0974  0.0201  -0.0854
O  0.0936  -0.1111  0.2202
O  0.2426  0.1552  -0.4548
O  -0.0576  0.0052  -0.1178
O  -0.0763  -0.0616  0.0049
O  0.0261  0.0396  -0.1719
O  -0.0207  0.1233  -0.0133
O  0.0089  0.0998  0.3796
O  -0.0349  0.0706  0.0106
O  0.0562  -0.0581  -0.0591
O  0.163  -0.1507  0.1987
O  -0.1007  -0.0087  0.1437
O  -0.0125  -0.0306  0.0093
O  -0.0158  -0.0262  -0.0838
O  -0.0667  0.0288  -0.249
O  0.1796  -0.1281  -0.3422
O  -0.065  0.0316  0.0011
O  -0.0133  -0.0055  0.021
O  0.0104  0.0328  0.1288
O  -0.0854  0.0357  0.0029
O  -0.0808  -0.0742  -0.3373
O  -0.0011  -0.0441  -0.0812
O  0.2277  -0.0029  0.2126
O  -0.0178  -0.0924  -0.1251
O  0.0141  -0.0336  -0.379
O  -0.0928  -0.0884  0.3102

The program warned: the cutoff lies below the one the program advises for these potential files; the exchange-correlation potential is rough where the density is thin.
